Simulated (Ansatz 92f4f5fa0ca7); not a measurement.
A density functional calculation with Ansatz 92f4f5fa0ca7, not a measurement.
Periodic cell of 211 atoms, Si125O78P8, from a study of silicon, its oxide and their interface. The atomic structure is a simulated model.
Doubt: the cutoff is far below the 930 eV that the study's wrapper takes by default for these files, so forces and energies are approximate.
This geometry differs little from another in the collection (a relaxation step or a small displacement).

Settings: functional PBE; potential files Ansatz PAW; basis plane waves; wave-function cutoff 580 eV; density cutoff ratio 5; exchange-correlation grid ratio 1; k mesh 1 x 1 x 1, Gamma-centred; self-consistency stop 5e-08 eV per atom in the density residual; occupations fixed; spin none; net charge 0.

Cell vectors (angstrom)
a, 10.938, 0, 0
b, 0, 10.938, 0
c, 0, 0, 31.5082

Atoms: element, x, y, z (angstrom)
P, 10.3399, 0.4644, 24.2081
Si, 5.1103, 0.4033, 24.0957
Si, 3.0662, 1.9998, 24.0862
P, 8.776, 2.1891, 24.1774
P, 10.3429, 5.9641, 24.1488
Si, 5.0094, 5.8994, 24.0521
Si, 3.1737, 7.6713, 24.0373
P, 8.7643, 7.6704, 24.1459
Si, 1.2517, 1.2446, 25.4406
Si, 6.9021, 1.3917, 25.3665
Si, 4.0244, 4.0245, 25.2054
Si, 9.5765, 4.0764, 25.3843
Si, 1.2847, 6.8, 25.2972
Si, 6.8909, 6.8171, 25.306
Si, 4.1154, 9.5103, 25.2963
Si, 9.536, 9.5419, 25.4056
Si, 2.7361, -0.0967, 26.7356
Si, 8.1597, -0.0258, 26.7477
Si, 0.038, 2.7535, 26.7511
Si, 5.4719, 2.7889, 26.687
Si, 2.7012, 5.4039, 26.6753
Si, 8.1689, 5.4355, 26.7207
Si, 0.0463, 8.2162, 26.7216
Si, 5.5202, 8.2186, 26.7091
Si, 4.1018, 1.3673, 28.09
Si, 9.5708, 1.3673, 28.09
Si, 1.3673, 4.1018, 28.09
Si, 6.8362, 4.1018, 28.09
Si, 4.1018, 6.8362, 28.09
Si, 9.5708, 6.8362, 28.09
Si, 1.3673, 9.5708, 28.09
Si, 6.8362, 9.5708, 28.09
Si, 0, 0, 29.4572
Si, 5.469, 0, 29.4572
Si, 2.7345, 2.7345, 29.4572
Si, 8.2035, 2.7345, 29.4572
Si, 0, 5.469, 29.4572
Si, 5.469, 5.469, 29.4572
Si, 2.7345, 8.2035, 29.4572
Si, 8.2035, 8.2035, 29.4572
Si, 1.3673, 1.3673, 30.8245
Si, 6.8362, 1.3673, 30.8245
Si, 4.1018, 4.1018, 30.8245
Si, 9.5708, 4.1018, 30.8245
Si, 1.3673, 6.8362, 30.8245
Si, 6.8362, 6.8362, 30.8245
Si, 4.1018, 9.5708, 30.8245
Si, 9.5708, 9.5708, 30.8245
Si, 2.7345, 0, 0.6835
Si, 8.2035, 0, 0.6835
Si, 0, 2.7345, 0.6835
Si, 5.469, 2.7345, 0.6835
Si, 2.7345, 5.469, 0.6835
Si, 8.2035, 5.469, 0.6835
Si, 0, 8.2035, 0.6835
Si, 5.469, 8.2035, 0.6835
Si, 4.1018, 1.3673, 2.0507
Si, 9.5708, 1.3673, 2.0507
Si, 1.3673, 4.1018, 2.0507
Si, 6.8362, 4.1018, 2.0507
Si, 4.1018, 6.8362, 2.0507
Si, 9.5708, 6.8362, 2.0507
Si, 1.3673, 9.5708, 2.0507
Si, 6.8362, 9.5708, 2.0507
Si, 0, 0, 3.418
Si, 5.469, 0, 3.418
Si, 2.7345, 2.7345, 3.418
Si, 8.2035, 2.7345, 3.418
Si, 0, 5.469, 3.418
Si, 5.469, 5.469, 3.418
Si, 2.7345, 8.2035, 3.418
Si, 8.2035, 8.2035, 3.418
Si, 1.3537, 1.3767, 4.8875
Si, 6.8337, 1.3799, 4.7188
Si, 4.122, 4.1102, 4.8922
Si, 9.5188, 4.1564, 4.7263
Si, 1.4235, 6.799, 4.6796
Si, 6.8026, 6.8356, 4.86
Si, 4.0904, 9.5869, 4.7245
Si, 9.5902, 9.6086, 4.8267
Si, 2.8411, -0.0473, 6.2113
Si, 8.1847, 0.1259, 6.1384
Si, -0.1157, 2.8648, 6.1433
Si, 5.5884, 2.6795, 6.2136
Si, 2.7012, 5.5826, 6.2122
Si, 8.2551, 5.4747, 6.2141
Si, 0.1937, 8.2175, 6.0154
Si, 5.3847, 8.2775, 6.1602
Si, 4.6732, 0.8551, 7.5396
P, 9.0338, 1.9647, 7.3304
Si, 0.8064, 4.6882, 7.4484
P, 7.407, 3.5955, 7.3664
P, 3.5596, 7.4285, 7.3741
Si, 10.0214, 6.7038, 7.4265
P, 1.9318, 9.0584, 7.3208
Si, 6.5047, 9.975, 7.4437
O, 4.1031, 1.3719, 9.0176
O, 7.2592, 9.2847, 8.7804
O, 9.6115, 7.9066, 8.5693
O, 1.2603, 3.8758, 8.8249
O, 2.7702, 8.1244, 22.4807
O, 5.5186, 5.4968, 22.5214
O, 2.2575, 1.9158, 22.6262
O, 5.8195, -0.0434, 22.6561
Si, 6.568, 0.9899, 14.5036
Si, 6.0353, 10.5476, 21.0931
Si, 8.3637, 10.5634, 19.2143
Si, 10.1349, 2.0644, 19.5362
Si, 5.7849, 2.4521, 17.1966
Si, 5.364, 5.1392, 20.9471
Si, 7.6204, 3.7838, 19.3893
Si, 2.376, 4.8124, 20.221
Si, 3.116, 10.5565, 16.9074
Si, 3.8101, 1.0508, 19.2589
Si, 6.1097, 9.4695, 17.1573
Si, 3.6621, 6.361, 15.6715
Si, 5.9984, 6.2176, 12.8826
Si, 0.7888, 4.0337, 17.8129
Si, 1.607, 2.268, 21.1916
Si, 5.9127, 4.8012, 15.3318
Si, 8.9607, 4.1436, 14.5065
Si, 9.3973, 3.6086, 11.3361
Si, 4.0169, 1.8651, 10.5655
Si, 1.7438, 4.1552, 14.7859
Si, 5.0901, 8.0146, 19.7175
Si, 3.486, 7.6263, 12.842
Si, 0.8656, 6.0628, 12.3438
Si, 10.6829, 8.3282, 19.5587
Si, 8.4214, 10.4974, 11.9393
Si, 2.2823, 7.8753, 20.95
Si, 9.7814, 6.8977, 15.7075
Si, 7.5085, 8.5132, 14.3614
Si, 1.7288, 1.093, 14.704
Si, 1.4757, 7.9646, 16.8335
Si, 1.3215, 3.6677, 10.4297
Si, 9.3517, 6.0736, 18.4738
Si, 6.8062, 1.9757, 11.6977
Si, 8.7863, 6.246, 11.3938
Si, 9.5557, 1.0779, 14.2746
Si, 3.9649, 10.7143, 12.9565
Si, 8.5456, 8.6573, 9.5705
O, -0.0725, 2.9504, 10.9949
O, 6.5068, 4.0403, 20.5517
O, 5.3148, 0.0843, 13.8864
O, 7.5546, -0.0186, 20.6026
O, 2.7251, 6.8925, 16.9113
O, 2.5511, 0.1205, 13.6921
O, 8.108, 2.6892, 11.0425
O, 1.3807, 3.8833, 21.1167
O, 3.4809, 8.3039, 19.9101
O, 9.1244, 9.8119, 10.6167
O, 8.1091, 7.4615, 10.5704
O, 5.2521, 6.1519, 16.0489
O, 9.8631, 6.9222, 19.7694
O, 4.9338, 0.445, 20.2455
O, 9.4541, 2.6233, 14.8457
O, 2.1312, 9.3764, 16.3878
O, 0.1312, 0.6409, 14.7788
O, 7.0281, 2.8373, 18.1894
O, 0.1482, 1.6067, 20.8091
O, 9.4825, 0.6217, 12.672
O, 6.8536, 9.094, 15.7523
O, 0.8441, 8.6548, 20.7363
O, 1.0124, 5.0987, 13.6663
O, 4.5546, 1.9492, 18.1232
O, 10.2432, 6.6368, 12.1468
O, 9.3177, 0.8716, 18.8062
O, 8.945, 7.8399, 14.6982
O, 0.3871, 7.4379, 15.7365
O, 7.513, 4.4667, 15.2172
O, 9.0614, 7.0334, 17.1769
O, 7.2409, 10.2963, 18.0415
O, 5.4538, 2.5691, 10.991
O, 1.9463, 7.2994, 12.376
O, 6.7465, 2.1754, 13.3524
O, 3.9156, 4.4703, 20.6258
O, 1.0217, 3.9132, 16.224
O, 7.9985, 5.2466, 18.7775
O, 3.91, 9.1548, 12.5291
O, 5.2599, 3.6934, 16.3121
O, 5.8595, 8.9503, 20.8134
O, 7.0805, 0.38, 11.428
O, 0.6839, 8.1832, 18.2277
O, 5.4955, 4.9152, 13.75
O, 4.7078, 10.2065, 16.692
O, 9.2199, 4.9786, 10.4384
O, 9.4632, 9.3873, 19.4494
O, 3.5275, 7.4421, 14.4648
O, 10.5709, 5.1284, 18.0274
O, 2.9543, -0.1186, 18.5082
O, 2.7277, 1.9045, 20.0781
O, 1.9821, 6.3156, 20.6398
O, 9.8145, 5.3611, 15.1681
O, 5.4889, 6.4776, 20.0372
O, 0.2131, 2.6271, 18.3896
O, 7.8506, 9.4118, 13.0293
O, 3.9377, 0.5866, 11.5548
O, 3.1338, 4.9065, 15.1422
O, 2.5408, 0.9452, 16.1251
O, 8.1204, 0.4197, 14.7958
O, 2.127, 4.5067, 18.6301
O, 7.3936, 5.7811, 12.1679
O, 5.5919, 8.2966, 18.1867
O, 2.6902, 2.8178, 10.7641
O, 6.2019, 1.4006, 16.0284
O, 6.4041, 7.441, 13.8714
O, 1.886, 2.6431, 14.1703
O, 9.2624, 4.1336, 12.8921
O, 1.3557, 5.1586, 11.0788
O, 4.6357, 6.693, 12.0868
O, 8.9866, 3.1365, 20.0142

Results
free energy: -129866.087 eV
free energy less fixed offsets of O -568.88, P -755.39, Si -635.61 eV per atom: 0.923 eV

Forces (eV/angstrom), in the order of the atoms: element, x, y, z
P, 0.3079, -0.0748, -0.3451
Si, 0, 0.1132, -0.0773
Si, 0.0133, -0.0415, -0.1508
P, -0.2348, 0.1375, -0.3669
P, 0.2495, -0.1697, -0.3981
Si, 0.0351, 0.1264, -0.0748
Si, -0.0717, -0.1078, -0.1084
P, -0.2566, 0.143, -0.341
Si, 0.1471, -0.0473, 0.2679
Si, -0.0985, 0.0619, 0.2632
Si, 0.0005, -0.0153, 0.1409
Si, -0.0334, 0.0392, 0.3567
Si, 0.0962, -0.059, 0.3127
Si, -0.0853, 0.0587, 0.3047
Si, -0.0086, 0.0115, 0.1104
Si, 0.0351, -0.0562, 0.3508
Si, -0.1344, 0.0921, -0.0581
Si, -0.0492, -0.1628, 0.0268
Si, 0.023, 0.1713, 0.037
Si, 0.1087, -0.0989, -0.0674
Si, -0.1363, 0.1345, -0.0993
Si, -0.0552, -0.2304, 0.0745
Si, 0.0505, 0.1987, 0.0501
Si, 0.0866, -0.1365, -0.1023
Si, 0.0353, -0.0119, -0.4599
Si, -0.0465, -0.0235, -0.2307
Si, 0.1777, 0.0405, 0.4284
Si, -0.2561, 0.0293, 0.2804
Si, 0.0048, -0.1774, -0.5626
Si, 0.0098, -0.0247, -0.4112
Si, 0.061, -0.2619, 0.5744
Si, -0.1594, -0.0833, 0.4907
Si, 0.0467, 0.0008, -0.0013
Si, 0.0221, -0.047, 0.0131
Si, -0.0543, 0.0318, 0.0116
Si, -0.0781, -0.0427, 0.0036
Si, 0.0187, -0.0082, -0.0027
Si, 0.0199, -0.0426, 0.0169
Si, -0.1317, -0.0022, 0.0202
Si, -0.0501, 0.0149, 0.0114
Si, -0.0152, -0.0359, -0.0195
Si, -0.0087, 0.0106, 0.027
Si, 0.0421, 0.0037, -0.0158
Si, 0.0225, 0.0275, 0.0178
Si, 0.0351, -0.0345, 0.0257
Si, -0.0152, 0.0178, -0.0201
Si, 0.0194, 0.0118, 0.0194
Si, 0.046, 0.017, -0.025
Si, -0.1105, 0.0263, -0.0031
Si, 0.02, -0.0868, 0.0018
Si, 0.0703, -0.0608, -0.0177
Si, -0.0587, 0.122, -0.0132
Si, 0.0184, -0.087, 0.0017
Si, -0.1096, 0.0383, -0.0026
Si, -0.0601, 0.1039, -0.0112
Si, 0.1119, -0.0765, -0.0182
Si, 0.1041, -0.0699, 0.0008
Si, 0.0539, 0.1295, -0.0187
Si, -0.0987, 0.0545, 0.0134
Si, 0.0495, -0.1209, -0.0354
Si, -0.0209, 0.1364, -0.058
Si, 0.1222, -0.0371, -0.0071
Si, 0.0728, -0.0523, -0.0039
Si, -0.0559, 0.0689, 0.0053
Si, 0.1275, 0.2277, 0.3791
Si, 0.0099, 0.0133, -0.4299
Si, 0.0162, 0.0581, 0.8238
Si, -0.1147, 0.2023, -0.4091
Si, -0.0722, -0.0497, -0.5121
Si, -0.0361, -0.0571, 0.5238
Si, 0.2407, 0.0785, -0.6091
Si, -0.0545, 0.0169, 0.6558
Si, 0.0161, 0.0127, 0.079
Si, -0.2483, -0.2046, -0.2206
Si, 0.0075, -0.025, 0.0912
Si, 0.2761, 0.242, -0.2207
Si, -0.1891, -0.2017, -0.1836
Si, 0.0404, 0.0204, 0.0716
Si, 0.2526, 0.2354, -0.194
Si, 0.0418, -0.0078, 0.0672
Si, 0.0416, -0.1518, -0.2027
Si, 0.0011, 0.1614, -0.172
Si, -0.1037, 0.1416, -0.217
Si, 0.1142, -0.0584, -0.1642
Si, -0.1884, 0.127, -0.1067
Si, 0.0668, -0.1109, -0.0629
Si, 0.0369, -0.0658, -0.1148
Si, -0.1841, 0.0368, -0.1396
Si, -0.0821, 0.128, 0.089
P, 0.0559, -0.1639, 0.3356
Si, 0.0616, -0.1135, 0.0595
P, -0.0677, 0.1108, 0.2499
P, 0.1802, -0.0429, 0.2435
Si, -0.0609, 0.0586, -0.1221
P, -0.1509, 0.0324, 0.3236
Si, 0.1167, -0.0915, 0.0766
O, 0.022, -0.0252, -0.0263
O, -0.0021, 0.0025, 0.0172
O, 0.0261, -0.0214, -0.0115
O, 0.0064, 0.0196, -0.0243
O, 0.0814, 0.0353, 0.0238
O, -0.0475, -0.0115, -0.0141
O, 0.0226, -0.0603, 0.0927
O, -0.0633, -0.0189, 0.0358
Si, 0.0026, 0.0039, 0.0062
Si, 0.0491, -0.0142, -0.1202
Si, 0.0046, 0.0001, -0.0745
Si, 0.0269, -0.0124, -0.075
Si, 0.0206, 0.0086, -0.0182
Si, 0.007, -0.039, -0.126
Si, 0.0384, 0.0174, -0.0898
Si, 0.0045, -0.0161, -0.0606
Si, -0.0062, -0.0022, -0.0129
Si, -0.0191, 0.0059, -0.0415
Si, 0.0134, 0.0192, -0.0126
Si, -0.0001, 0.0048, -0.025
Si, -0.0505, 0.0032, -0.015
Si, -0.0367, -0.0269, 0
Si, -0.041, 0.0334, -0.1212
Si, -0.0009, 0.0074, -0.0121
Si, -0.0072, 0.0091, 0.0199
Si, 0.0089, -0.0226, 0.0287
Si, 0.0177, -0.0219, 0.1375
Si, 0.0096, 0.0076, -0.0122
Si, -0.0195, 0.0138, -0.0529
Si, 0.0198, -0.0128, -0.0011
Si, 0.0372, 0.029, 0.0237
Si, -0.0013, -0.0362, -0.0714
Si, -0.0035, 0.0183, 0.0725
Si, -0.0299, 0.012, -0.1311
Si, -0.0032, -0.0003, 0.0111
Si, -0.0036, -0.0093, -0.0061
Si, 0.0064, -0.0111, -0.0116
Si, -0.0098, -0.0009, 0.0135
Si, 0.0061, 0.0225, 0.1107
Si, 0.0076, 0.0193, -0.0072
Si, -0.0347, 0.0237, 0.0985
Si, 0.0184, -0.0089, 0.0423
Si, -0.0045, 0.0029, 0.0121
Si, -0.0151, -0.0166, 0.0173
Si, 0.0492, 0.0254, 0.1425
O, 0.0116, -0.0162, -0.0211
O, -0.0225, 0.0015, 0.0357
O, 0.0048, -0.008, 0.0062
O, 0.0138, 0.0146, -0.0009
O, 0.0049, -0.0032, 0.0103
O, -0.0052, 0.0029, -0.0035
O, 0.0152, -0.0027, -0.0882
O, -0.0324, 0.002, 0.0458
O, 0.0134, 0.0088, 0.0203
O, -0.0203, 0.0197, -0.0319
O, -0.0112, -0.0255, -0.0098
O, 0.0019, 0.0071, 0.0097
O, -0.0032, -0.0463, 0.0342
O, 0.0112, -0.0134, 0.0307
O, 0.0062, 0.008, 0.0004
O, 0.0015, 0.0025, -0.002
O, -0.0002, -0.002, 0.0012
O, -0.0167, -0.0042, -0.0032
O, -0.0385, -0.0789, 0.0827
O, -0.0039, -0.0237, -0.0449
O, -0.0093, -0.0005, 0.0122
O, 0.0297, 0.0244, 0.0337
O, -0.0072, -0.0035, 0.0063
O, -0.005, -0.0053, 0.011
O, -0.0283, 0.0066, -0.0103
O, -0.0086, 0.0107, 0.0157
O, -0.0012, 0.0041, -0.0097
O, 0.007, 0.0057, -0.0084
O, 0.0012, -0.0036, -0.0057
O, -0.0046, -0.0084, -0.0048
O, -0.0072, -0.0078, -0.0004
O, -0.0108, 0.0157, -0.041
O, -0.0337, -0.0159, 0.0025
O, 0.0004, -0.003, -0.0218
O, 0.029, 0.0188, 0.025
O, 0.0042, -0.0011, 0.0018
O, -0.0113, -0.0009, 0.0046
O, 0.0107, 0.0258, 0.0043
O, -0.0105, -0.0096, 0.0053
O, 0.0007, -0.0198, 0.0154
O, 0.0018, -0.0172, -0.016
O, -0.0079, 0.0138, 0.0229
O, 0.0084, -0.0011, -0.0008
O, 0.0023, -0.002, -0.0007
O, -0.0148, 0.0061, -0.0344
O, -0.0087, 0.0295, 0.0229
O, -0.0029, -0.002, 0.0065
O, 0.0108, -0.0104, 0.0128
O, 0.0008, -0.0009, 0.0151
O, 0.0158, -0.0166, 0.0234
O, -0.0364, 0.0123, 0.0461
O, 0.0015, -0.0027, -0.0067
O, 0.0028, -0.0109, 0.0214
O, 0.0059, 0.0169, -0.0064
O, 0.0142, 0.0071, -0.0359
O, -0.0135, 0.0214, -0.0352
O, 0.0017, 0.0016, 0.007
O, 0.0037, 0.0023, 0.0103
O, 0.0044, 0.0023, 0.0028
O, 0.0157, 0.0042, 0.0066
O, 0.0158, 0.0024, -0.0071
O, -0.0022, -0.0207, 0.0146
O, -0.0155, -0.0005, -0.0181
O, -0.0014, 0.0005, 0.0057
O, 0.007, 0.0006, -0.0015
O, 0.0004, 0.002, -0.0009
O, 0.0013, -0.003, -0.0201
O, 0.0107, -0.0192, -0.0256
O, 0.0168, -0.0072, -0.0276
O, -0.0235, 0.02, 0.0499

The program warned: the cutoff lies below the one the program advises for these potential files; the forces do not sum to zero within the program's tolerance; the exchange-correlation potential is rough where the density is thin.
